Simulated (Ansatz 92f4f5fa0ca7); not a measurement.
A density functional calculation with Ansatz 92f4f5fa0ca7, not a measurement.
Periodic cell of 225 atoms, Si132O91P2, from a study of silicon, its oxide and their interface. The atomic structure is a simulated model.
Doubt: the cutoff is far below the 930 eV that the study's wrapper takes by default for these files, so forces and energies are approximate.

Settings
functional: PBE
potential files: Ansatz PAW
basis: plane waves
wave-function cutoff: 580 eV
density cutoff ratio: 5
exchange-correlation grid ratio: 1
k mesh: 1 x 1 x 1, Gamma-centred
self-consistency stop: 5e-08 eV per atom in the density residual
occupations: fixed
spin: none
net charge: 0

Cell vectors (angstrom)
a	10.938	0	0
b	0	10.938	0
c	0	0	31.9494

Atoms: element, x, y, z (angstrom)
Si	10.6283	0.0132	24.4275
Si	5.0864	0.1432	24.6658
Si	2.828	2.3018	24.5263
Si	8.5766	2.4499	24.5658
Si	10.7192	5.6004	24.3404
Si	5.1659	5.6274	24.4481
Si	2.9921	7.9643	24.3999
Si	8.4335	7.8459	24.4252
Si	1.3016	1.1391	25.8384
Si	6.822	1.3413	25.7482
Si	3.995	4.0183	25.7283
Si	9.6951	4.0335	25.8528
Si	1.3488	6.8026	25.6746
Si	6.8127	6.7317	25.7476
Si	4.0077	9.4791	25.9475
Si	9.4926	9.4504	25.8138
Si	2.6449	-0.1264	27.2934
Si	8.1514	-0.0564	27.1517
Si	0.0897	2.6667	27.2089
Si	5.4628	2.7365	27.115
Si	2.6808	5.4251	27.1105
Si	8.2021	5.3805	27.1365
Si	0.027	8.1628	27.1355
Si	5.5197	8.152	27.1761
Si	4.1006	1.3434	28.4945
Si	9.5517	1.3295	28.5005
Si	1.4061	4.0746	28.5715
Si	6.8209	4.0692	28.5311
Si	4.093	6.7802	28.4805
Si	9.5708	6.7902	28.4763
Si	1.2966	9.4792	28.6431
Si	6.834	9.5393	28.5705
Si	-0.0284	-0.0077	29.9161
Si	5.464	-0.0055	29.8955
Si	2.7702	2.7175	29.9055
Si	8.2009	2.7162	29.886
Si	-0.0031	5.4532	29.8891
Si	5.4646	5.455	29.8892
Si	2.7543	8.1602	29.905
Si	8.2289	8.1781	29.8898
Si	1.3673	1.3673	31.2657
Si	6.8362	1.3673	31.2657
Si	4.1018	4.1018	31.2657
Si	9.5708	4.1018	31.2657
Si	1.3673	6.8362	31.2657
Si	6.8362	6.8362	31.2657
Si	4.1018	9.5708	31.2657
Si	9.5708	9.5708	31.2657
Si	2.7345	0	0.6835
Si	8.2035	0	0.6835
Si	0	2.7345	0.6835
Si	5.469	2.7345	0.6835
Si	2.7345	5.469	0.6835
Si	8.2035	5.469	0.6835
Si	0	8.2035	0.6835
Si	5.469	8.2035	0.6835
Si	4.1065	1.3686	2.068
Si	9.6036	1.3392	2.0419
Si	1.3664	4.1271	2.0576
Si	6.8507	4.1117	2.0382
Si	4.0966	6.8356	2.0322
Si	9.5907	6.8263	2.0685
Si	1.358	9.6067	2.043
Si	6.8433	9.6034	2.0485
Si	0.0391	0.0239	3.4791
Si	5.4993	0.0262	3.4595
Si	2.7062	2.7486	3.4052
Si	8.2782	2.7662	3.3316
Si	0.0467	5.4996	3.492
Si	5.4877	5.502	3.3939
Si	2.7233	8.2352	3.3565
Si	8.273	8.2951	3.3739
Si	1.3823	1.4223	4.853
Si	6.9374	1.453	4.7291
Si	4.0901	4.1281	4.7303
Si	9.6249	4.0523	4.7858
Si	1.3769	6.9891	4.8297
Si	6.8852	6.9382	4.6794
Si	4.0664	9.566	4.7501
Si	9.6514	9.5648	4.8453
Si	2.7798	0.0067	6.159
Si	8.3131	0.0847	6.1042
Si	0.0566	2.7857	6.3166
Si	5.5336	2.8228	6.0557
Si	2.8533	5.6328	6.0766
Si	8.2889	5.5824	5.9567
Si	0.0855	8.2976	6.3944
Si	5.4716	8.201	6.0886
Si	4.4527	1.1604	7.2996
Si	9.8521	1.1114	7.6496
Si	1.252	4.523	7.4673
Si	6.6774	4.5188	7.2362
P	4.3683	6.7217	7.4777
Si	9.7565	6.5985	7.5036
Si	1.3388	9.8992	7.7551
Si	6.6998	9.8735	7.3481
O	9.5956	1.256	23.9814
O	4.1128	6.8168	23.9392
O	4.0197	1.2504	24.0211
O	9.5498	6.7149	23.901
O	0.023	5.5413	7.9814
O	5.5697	0.058	7.8559
O	0.1199	0.0557	8.1716
O	5.6211	5.6564	7.8651
O	7.6162	3.8661	8.4032
O	8.7782	6.9978	8.7951
O	2.2539	9.5127	9.1509
O	8.9397	1.6291	8.9609
O	7.5842	9.3732	8.6567
O	3.6499	1.8125	8.5707
O	2.1301	4.0268	8.7868
O	8.1567	3.5083	23.3615
O	0.4611	4.9491	22.9561
O	1.9034	2.7514	23.2396
O	5.8469	4.9324	23.1123
O	5.56	10.02	23.5061
O	2.4465	8.7011	23.0153
O	0.1882	10.0787	23.0944
O	7.8226	8.6022	23.0812
Si	8.6503	7.722	18.4277
Si	8.7266	6.3464	13.6478
Si	3.737	1.5294	14.7441
Si	2.1118	5.7729	17.6465
Si	2.4198	3.1696	19.4961
Si	9.6929	9.023	12.1265
Si	1.326	9.4364	22.0825
Si	9.0894	0.9669	13.1981
Si	1.4571	5.1102	12.9607
Si	1.7113	8.3796	12.9551
Si	6.6869	9.5805	22.436
Si	4.4787	4.5848	15.7282
Si	8.228	2.973	9.592
Si	0.8281	8.2684	19.2721
Si	6.9702	1.3733	21.0939
Si	8.2061	8.2631	9.675
Si	10.9057	5.2653	15.5894
Si	7.5066	9.5102	16.3134
Si	9.9363	2.1011	20.2752
P	2.9947	8.3735	10.1445
Si	6.6806	3.381	17.4191
Si	1.1662	0.2357	19.8102
Si	3.2205	2.801	12.2781
Si	7.2249	5.4159	19.6898
Si	5.6873	8.5779	11.5305
Si	5.7594	6.0024	13.23
Si	4.5933	9.7261	17.6848
Si	1.0303	3.6172	22.174
Si	4.9062	1.5157	18.8203
Si	3.2327	3.0707	9.4994
Si	6.3685	10.784	13.7561
Si	10.2563	0.1523	16.0016
Si	5.6761	3.6071	11.1671
Si	9.824	3.8983	11.9161
Si	2.2511	9.9607	15.6874
Si	6.082	8.1408	19.8227
Si	6.9542	3.9943	22.3768
Si	9.7461	2.8434	17.3491
O	7.1508	6.282	14.0462
O	1.8735	7.0771	18.7035
O	10.3239	4.0511	16.4612
O	6.1004	9.9483	17.0481
O	10.0502	0.6907	14.4802
O	8.4417	6.138	18.8444
O	5.0868	0.6397	14.4152
O	5.7433	2.0591	17.5386
O	8.3516	1.9764	20.5275
O	1.9669	4.3193	18.4125
O	6.9817	2.7583	10.6498
O	4.8559	2.6584	12.212
O	5.9807	4.4105	16.3687
O	4.6022	3.8901	9.9368
O	10.6983	2.8054	21.5369
O	9.725	6.2028	14.9476
O	6.015	6.5061	19.8544
O	4.0723	0.2085	18.322
O	9.1758	10.5647	12.2623
O	2.8618	4.3598	12.642
O	1.9008	10.726	21.2211
O	4.0023	2.7664	19.3748
O	0.6372	10.0926	16.0685
O	1.2762	9.8233	18.8535
O	1.7236	1.6877	19.2808
O	8.8396	10.447	16.5289
O	4.856	8.6092	18.8487
O	9.527	8.742	10.5216
O	6.7355	4.1102	18.8702
O	2.7926	1.743	13.4148
O	5.858	8.7848	21.2895
O	2.55	2.4327	10.844
O	7.6389	4.8705	21.1729
O	5.1967	7.4037	12.5754
O	0.2523	9.015	12.7106
O	7.4848	1.0429	13.5403
O	7.054	9.6295	14.7354
O	8.9639	5.0365	12.7009
O	8.0734	8.0578	16.8997
O	6.2331	2.5944	21.9072
O	2.3276	9.0357	14.3223
O	0.4081	4.4863	11.8742
O	0.7948	8.3371	20.9423
O	9.3833	3.8212	10.3555
O	9.6038	2.3918	12.5573
O	7.6154	8.5858	19.3825
O	2.5624	8.8732	11.6564
O	3.9474	3.0355	15.4088
O	0.9136	4.6373	14.423
O	10.0497	3.0586	18.942
O	8.9502	7.8048	12.9426
O	10.5124	0.5777	20.0542
O	6.043	4.978	11.9698
O	8.1503	2.8397	16.992
O	3.4957	5.4883	16.733
O	4.5598	8.8734	10.3456
O	1.6366	6.7361	12.9588
O	4.6995	5.4416	14.347
O	2.0646	3.8783	20.9295
O	10.4947	1.4528	16.95
O	0.9146	6.1271	16.5881
O	7.371	10.9733	21.9294
O	5.9321	0.9334	19.9365
O	5.9803	9.9619	12.3781
O	2.7809	0.5708	15.6435
O	7.0136	7.9725	10.7614
O	10.2361	8.0442	18.6789
O	3.3571	9.2325	16.7011

Results
free energy: -137176.300 eV
free energy less fixed offsets of O -568.88, P -755.39, Si -635.61 eV per atom: 3.080 eV

Forces (eV/angstrom), in the order of the atoms: element, x, y, z
Si	0.0164	0.026	-0.0254
Si	-0.0117	0.0132	-0.0073
Si	0.0017	-0.0084	-0.0205
Si	0.0099	-0.002	-0.003
Si	-0.0339	-0.0171	0.0038
Si	-0.0153	0.0214	-0.0321
Si	0.0134	0.0088	0.0119
Si	-0.0018	-0.0338	-0.0171
Si	0.0111	-0.0017	0.0519
Si	0.0371	0.004	-0.0175
Si	-0.0032	0.0216	-0.0095
Si	0.0261	0.0131	0.0154
Si	0.029	0.0192	-0.0208
Si	0.0144	0.0199	0.0316
Si	-0.0007	-0.0077	0.0375
Si	0.0147	0.0208	-0.0058
Si	-0.0439	-0.0237	0.0253
Si	-0.0827	-0.0402	0.007
Si	0.0196	0.0126	0.021
Si	0.013	0.0158	-0.0125
Si	-0.0353	-0.0542	-0.0281
Si	-0.0356	-0.0177	-0.0253
Si	-0.027	-0.012	-0.0095
Si	0.0076	0.0152	-0.0032
Si	-0.0695	-0.0719	0.0519
Si	0.0254	0.0573	0.0421
Si	-0.1117	0.0068	-0.0789
Si	-0.0066	0.0105	-0.0189
Si	0.0184	0.0933	0.0589
Si	-0.0503	0.0093	0.0928
Si	0.1121	0.1044	-0.2011
Si	-0.0301	0.0033	-0.0768
Si	-0.0234	0.0814	0.0445
Si	0.017	0.0298	0.0135
Si	0.0167	-0.0907	0.0129
Si	0.0486	-0.0158	0.0212
Si	0.0592	0.0186	0.0104
Si	0.0141	0.0073	0.0062
Si	0.0911	-0.0972	0.0451
Si	0.0398	-0.0349	-0.0037
Si	0.1079	0.0564	-0.0999
Si	0.0157	-0.0283	-0.0428
Si	0.1042	-0.057	0.0916
Si	-0.0979	-0.1206	-0.1078
Si	0.0146	-0.1586	0.0109
Si	0.0549	-0.0103	-0.1349
Si	-0.037	-0.051	-0.0509
Si	-0.1993	-0.1733	0.1466
Si	0.0529	0.0838	-0.0227
Si	-0.0158	0.0469	-0.1297
Si	0.0875	0.095	0.0407
Si	0.0398	0.0333	0.0904
Si	-0.0722	-0.074	-0.1075
Si	0.077	0.0802	-0.0208
Si	0.0391	0.0634	0.071
Si	0.1099	0.142	0.0605
Si	-0.0288	-0.0003	-0.0101
Si	0.0662	-0.0355	-0.0241
Si	-0.0775	0.013	0.0029
Si	-0.1092	0.0351	-0.0731
Si	-0.0007	0.0331	0.0237
Si	0.029	0.0547	-0.0213
Si	-0.0609	-0.0291	-0.0447
Si	-0.0985	0.0245	-0.0129
Si	-0.0166	0.0097	-0.087
Si	-0.0154	0.0142	-0.0702
Si	0.1854	-0.0389	0.0263
Si	-0.083	-0.0245	0.1668
Si	-0.0168	-0.0164	-0.0934
Si	0.076	-0.0561	0.0226
Si	0.05	0.0186	0.0509
Si	0.0143	-0.2486	0.0557
Si	0.1017	0.0254	0.0963
Si	0.0665	0.0559	0.0221
Si	-0.093	-0.0103	-0.0966
Si	0.0161	0.0313	0.054
Si	0.1681	-0.0604	0.0735
Si	0.0228	0.1361	-0.1307
Si	0.0951	-0.1304	0.0408
Si	-0.0001	0.0107	0.0894
Si	-0.1353	-0.0007	-0.1277
Si	0.0039	0.0269	-0.0001
Si	-0.0507	-0.0531	-0.021
Si	0.0765	0.0393	-0.0204
Si	0.0244	-0.2275	0.0632
Si	-0.0142	-0.1224	-0.0267
Si	-0.0937	-0.0357	-0.0194
Si	0.1806	0.0028	0.1069
Si	0.0226	-0.1214	0.1257
Si	0.0008	0.0099	-0.0015
Si	0.0816	0.0839	0.0667
Si	0.031	-0.0154	-0.2887
P	0.2285	0.0402	0.1592
Si	0.0617	0.0297	0.0655
Si	0.0907	0.1999	0.3494
Si	-0.1161	-0.025	0.124
O	-0.0249	-0.011	0.0179
O	0.0024	-0.0228	0.0113
O	0.003	0.0089	0.023
O	0.0082	0.0065	0.0072
O	0.0759	-0.0858	-0.0103
O	0.0667	0.0183	-0.0324
O	-0.1017	0.0323	-0.0738
O	-0.2624	0.0031	-0.1993
O	-0.1056	0.1385	-0.0031
O	-0.0411	0.0149	-0.0356
O	-0.1405	0.1881	-0.3124
O	-0.0056	0.0457	-0.0175
O	0.0282	-0.001	-0.0119
O	-0.0401	0.0636	0.0805
O	-0.0448	0.0165	-0.0891
O	0.0061	0.0006	0.0174
O	-0.001	0.0116	0.0145
O	0.0057	-0.0165	0.0314
O	-0.0027	-0.0021	0.0144
O	-0.0254	0.0122	0.0462
O	-0.0048	0.0015	0.0142
O	0.0031	-0.0161	0.0067
O	0.0036	0.0063	0.0183
Si	-0.0117	0.0171	-0.0374
Si	-0.0166	-0.0203	0.0307
Si	-0.0258	-0.0039	-0.0031
Si	0.003	-0.0008	-0.0335
Si	0.0063	0.01	-0.0271
Si	-0.0074	-0.0167	-0.0286
Si	-0.0134	-0.0021	0.005
Si	-0.0062	0.0176	0.0198
Si	-0.0173	0.0356	0.0296
Si	0.0155	-0.0564	-0.156
Si	0.0002	-0.0057	-0.0282
Si	-0.0186	-0.0038	0.0039
Si	0.0356	-0.0551	0.0606
Si	0.0031	-0.0023	-0.0168
Si	-0.0139	-0.0012	-0.0281
Si	0.0655	0.0286	-0.0564
Si	-0.0273	-0.009	-0.0098
Si	-0.0118	0.0129	-0.0082
Si	-0.0033	0.0061	-0.0403
P	-0.27	-0.5349	0.2368
Si	-0.0073	-0.004	-0.0329
Si	0.0001	0.0074	-0.0256
Si	0.0066	-0.0317	-0.0015
Si	-0.0121	-0.0007	-0.0256
Si	-0.0519	-0.0721	0.0636
Si	-0.0054	0.0381	0.018
Si	-0.0014	0.0054	-0.0276
Si	-0.0006	0	-0.0251
Si	-0.0041	-0.0039	-0.0318
Si	-0.0342	-0.0902	-0.0424
Si	0.0256	0.0137	0.041
Si	0.0148	-0.0015	-0.0164
Si	-0.0227	-0.049	0.022
Si	-0.0156	0.0019	0.0182
Si	-0.025	-0.0007	0.0394
Si	-0.0146	0.0086	-0.0366
Si	-0.0053	-0.0032	-0.0149
Si	-0.0011	-0.0033	-0.0188
O	0.0018	0.0004	-0.0028
O	-0.0127	0.0076	0.0186
O	0.0101	-0.0139	0.0031
O	-0.0066	-0.0053	0.0187
O	-0.0054	-0.007	0.0072
O	-0.003	-0.0017	0.0171
O	-0.0065	-0.0054	-0.0072
O	0.0027	-0.0028	0.0209
O	0.0008	0.0024	0.0125
O	-0.004	-0.0004	0.0183
O	0.0096	0.0013	-0.0176
O	0.0194	-0.0093	0.0077
O	0.0051	-0.0019	0.0228
O	0.0403	0.0705	-0.0384
O	-0.0035	0.0086	0.0181
O	0.0209	0.0048	0.0011
O	0.0002	-0.0011	0.0151
O	-0.0023	0.007	0.0175
O	-0.0117	-0.002	-0.0058
O	-0.0119	0.0274	0.006
O	-0.005	-0.002	0.0079
O	-0.0029	0.0059	0.0152
O	-0.0245	0.0022	0.0014
O	-0.0002	0.0051	-0.0015
O	-0.0088	-0.0116	0.0163
O	-0.0063	-0.0061	0.0125
O	0.0057	-0.0084	0.0291
O	-0.0227	-0.0132	0.0141
O	0.0006	0.0138	0.0285
O	-0.0164	-0.0044	0.0203
O	0.0031	0.0094	0.0212
O	0.0037	-0.0091	-0.0107
O	0.0002	-0.0029	0.0244
O	-0.0331	-0.0164	0.0035
O	-0.0547	0.0219	0.0389
O	0.0015	-0.0203	-0.0002
O	-0.0111	0.0073	0.0035
O	-0.0033	-0.0027	-0.0073
O	0.0007	-0.0091	0.027
O	0.0036	0.0056	0.0071
O	0.0213	-0.0072	-0.0276
O	0.0143	-0.0026	0.012
O	-0.0041	0.006	0.0124
O	-0.0209	-0.0043	-0.0224
O	-0.0059	-0.0118	-0.0038
O	-0.0015	0.0034	0.0221
O	0.0918	0.2872	-0.0875
O	-0.0009	0.0003	-0.0049
O	0.0101	0.022	-0.0012
O	0.0045	0.001	0.027
O	0.0115	0.0248	-0.0007
O	-0.0043	0.0085	0.0184
O	0.0074	0.0004	-0.0144
O	-0.0075	0.0086	0.0064
O	-0.019	0.0034	0.0227
O	0.151	0.2302	-0.201
O	-0.0107	-0.0519	0.0307
O	-0.0026	0.0241	-0.0237
O	-0.0039	0.0056	0.0212
O	-0.002	0.0198	0.0261
O	0.0047	0.0023	0.0169
O	0.0013	-0.0025	0.0134
O	0.0029	0.0045	0.027
O	-0.0222	0.038	0.0008
O	-0.0053	0.0257	0.002
O	-0.0603	-0.0061	-0.007
O	-0.0037	0.0052	0.0202
O	0.0129	-0.0009	0.015

The program warned: the cutoff lies below the one the program advises for these potential files; the forces do not sum to zero within the program's tolerance; the exchange-correlation potential is rough where the density is thin.
